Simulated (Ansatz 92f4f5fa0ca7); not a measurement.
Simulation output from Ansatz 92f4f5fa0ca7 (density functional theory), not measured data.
Periodic cell of 148 atoms, Si92O56, from a study of silicon, its oxide and their interface. The atomic structure is a simulated model.

Settings: functional r2SCAN; potential files Ansatz norm-conserving; basis plane waves; wave-function cutoff 1300 eV; density cutoff ratio 4; exchange-correlation grid ratio 1; k mesh 2 x 2 x 1, shifted by 0.5 0.5 0.5 of a step; self-consistency stop 5e-08 eV per atom in the density residual; occupations Fermi-Dirac, 0.05 eV; spin none; net charge 0.

Cell vectors (angstrom)
a 10.88 0 0
b 0 10.88 0
c 0 0 20.5571

Atoms and the computed forces on them: element, x, y, z (angstrom), force x, y, z (eV/angstrom)
Si -0.1698 -0.0071 -0.3243 -0.036 -0.5682 -0.7561
Si 2.1702 2.6442 -0.797 0.4981 0.2372 -0.5167
Si -0.5742 5.9606 -0.1827 0.4976 -0.6233 -0.8541
Si 3.2355 7.6589 0.0429 0.5522 -0.5059 -0.7068
Si 5.7915 0.2841 -0.2139 -0.0141 0.0864 -0.3522
Si 7.5996 3.2477 0.0211 -0.2128 0.3948 -0.9823
Si 5.4722 5.4926 0.4509 0.4473 0.3754 -0.8133
Si 8.5037 7.5469 0.1039 -0.7308 0.3183 -0.1934
Si 1.0752 1.5254 0.985 0.1424 0.0171 0.0998
Si 3.9848 4.0589 1.3979 -0.1733 -0.307 -0.6263
Si 1.3034 6.7406 1.1879 0.0709 0.2123 -0.0202
Si 4.2097 9.6243 1.0411 0.0354 -0.0041 -0.2236
Si 6.7491 1.5646 1.4499 0.0711 -0.0871 -0.1582
Si 9.4208 4.2399 1.1818 -0.1539 -0.0022 -0.1206
Si 6.9012 6.8359 1.6453 0.0437 -0.0506 -0.2153
Si 9.3617 9.52 1.1445 0.1643 -0.097 -0.1751
Si -0.1208 2.8081 2.5254 -0.0478 -0.0031 -0.0147
Si 2.6499 0.0976 2.3356 0.0363 -0.101 -0.1942
Si -0.0069 8.2213 2.568 0.0304 0.0191 -0.1992
Si 2.5514 5.3777 2.6657 -0.1656 0.0445 0.1254
Si 5.3003 2.7229 2.7855 -0.1261 -0.0584 0.231
Si 8.1254 0.0379 2.6238 -0.0375 -0.0167 -0.0067
Si 5.4347 8.3125 2.669 0.0985 0.1949 0.0208
Si 8.199 5.3867 2.8333 -0.0136 0.0906 0.1176
Si 1.2443 4.0256 4.0481 0.1217 0.0649 -0.0673
Si 3.9443 1.2698 3.985 0.0778 0.1374 -0.0825
Si 1.4147 9.5978 3.855 -0.1595 -0.0793 -0.1313
Si 4.0322 6.8222 3.9341 -0.0456 0.0077 -0.2171
Si 6.7549 4.0583 4.0835 0.1233 0.0911 -0.0127
Si 9.5285 1.3839 3.9575 -0.0188 -0.0179 -0.0655
Si 6.8042 9.59 4.0683 -0.2255 -0.049 -0.0407
Si 9.5691 6.8442 4.0557 -0.0738 -0.1482 -0.125
Si 0.0539 0.0124 5.2872 -0.01 0.0142 -0.0823
Si 2.6557 2.6518 5.3758 -0.0909 0.0753 0.022
Si -0.0153 5.4474 5.4268 -0.0222 0.0701 0.0195
Si 2.7258 8.2298 5.2942 -0.0349 -0.0986 -0.0343
Si 5.3683 0.0014 5.3945 0.0887 -0.0547 0.0154
Si 8.1692 2.7104 5.3708 -0.2141 -0.1066 0.0008
Si 5.3976 5.4764 5.3408 0.1556 -0.0178 0.0132
Si 8.1531 8.1757 5.394 0.0483 -0.0141 0.017
Si 1.3716 1.2648 6.7778 -0.0462 -0.0106 0.041
Si 4.092 4.0346 6.6618 0.0308 0.0269 0.0592
Si 1.3914 6.8638 6.6686 0.0462 0.0253 0.0683
Si 4.0636 9.4957 6.788 0.0949 -0.0137 -0.0062
Si 6.7878 1.3563 6.6907 0.0274 0.1184 0.0971
Si 9.5008 4.0597 6.7693 0.0471 0.1256 -0.0697
Si 6.7395 6.8221 6.7461 -0.0406 -0.0895 -0.0819
Si 9.5792 9.5451 6.6709 -0.0549 -0.0694 0.0736
Si 0.009 2.6506 8.0766 -0.0765 -0.0976 -0.1135
Si 2.7376 -0.0766 8.2286 -0.1515 0.0437 0.1303
Si 0.0603 8.2182 8.0818 0.0418 -0.1145 0.0778
Si 2.8008 5.4932 7.9521 0.0687 0.1207 -0.2919
Si 5.4225 2.6462 8.097 0.1444 0.0762 0.1554
Si 8.1934 0.0144 8.0074 -0.0139 0.1172 -0.1803
Si 5.428 8.166 8.1898 0.0049 -0.0833 0.0681
Si 8.0941 5.4357 8.0675 -0.1267 -0.0703 0.174
Si 1.5409 4.0105 9.1621 -0.0123 -0.0039 0.1519
Si 4.1488 1.2275 9.5983 0.1399 0.0321 0.1919
Si 1.3854 9.4842 9.6831 -0.0697 0.085 0.1161
Si 4.0246 6.7707 9.5222 0.0199 -0.0673 0.2084
Si 6.7823 4.0338 9.4639 -0.0204 0.0759 0.2665
Si 9.5345 1.2956 9.4565 -0.0637 0.1481 0.2411
Si 6.897 9.5693 9.4099 0.0595 -0.0979 0.2036
Si 9.5218 6.8016 9.3237 -0.2193 0.2123 0.1781
Si -0.1879 -0.1288 10.9596 -0.0794 -0.0962 0.7626
Si 3.0223 2.9788 10.6791 0.043 0.068 0.8517
Si 0.1759 5.3981 10.3407 0.1416 -0.164 0.9272
Si 2.305 7.6555 10.9582 -0.226 -0.4747 1.1179
Si 5.8196 0.0524 11.0128 0.3175 -0.0193 0.8207
Si 7.9114 2.3815 10.7669 -0.1239 -0.0827 0.7539
Si 5.2054 5.203 10.7994 0.0346 -0.1833 0.6812
Si 8.5468 8.521 10.6939 0.0175 -0.0799 0.5975
Si 5.4556 -2.4166 16.4989 -0.0856 -0.3107 -0.1926
Si -3.5878 6.527 12.5863 -0.0506 -0.0091 0.3806
Si 3.6216 12.3173 14.8682 0.2468 0.0994 0.019
Si 10.5184 0.4395 16.9674 -0.0799 0.2909 -0.6511
Si 6.5616 12.9279 18.1438 -0.1177 0.0672 -0.3707
Si 13.2372 6.4524 13.776 0.0914 0.11 0.1205
Si -3.0088 1.166 15.694 0.0143 0.1391 -0.3356
Si 1.3353 1.6736 13.0987 0.1304 -0.011 0.2263
Si 3.0111 6.5773 16.5328 0.3437 -0.0184 -0.1052
Si 5.9258 -0.3774 14.1053 0.0961 0.2394 0.4253
Si 9.2941 4.2608 12.5088 0.1017 -0.1441 0.4801
Si 11.1502 15.1147 14.6612 0.0225 0.031 0.0085
Si 9.8253 8.6288 17.0206 0.0207 -0.1587 -0.7032
Si 7.8877 6.6343 15.7252 0.0374 -0.2449 0.4407
Si 7.2434 9.1961 18.6219 -0.2185 -0.0468 -0.4194
Si 1.4424 8.9676 18.6951 0.0583 -0.1071 -0.352
Si 6.8618 14.7723 15.8946 0.1446 0.1568 -0.2036
Si 2.3837 0.6742 17.4393 0.1098 0.1425 -0.5471
Si 4.2096 4.5149 14.8328 0.2111 -0.0938 0.1698
Si 11.7041 4.8587 17.7924 0.1657 0.0734 -0.2918
O -7.4644 -7.4992 -0.0429 0.0046 0.0979 0.5409
O -3.0587 2.5037 -1.4667 -0.1147 0.225 0.6469
O 2.6805 1.3678 -1.6966 -0.2102 0.1668 0.3366
O 4.0952 7.7112 -3.6446 -0.0596 -0.0309 -0.0565
O 0.3337 4.3584 -4.2622 0.1363 0.1013 0.0743
O -0.5645 0.3539 -1.9508 0.1695 -0.0953 1.0298
O 2.6108 7.9663 -1.4349 -0.1204 0.0502 0.3187
O 4.457 6.5602 -0.3669 -0.331 0.1115 0.5807
O 5.8497 9.3443 -2.7566 0.2328 -0.0608 0.1372
O 5.4225 1.3509 -1.4732 0.248 -0.4563 0.6244
O 6.4953 4.4528 -0.4105 -0.0618 -0.0982 0.6994
O 8.5079 9.3596 -2.9325 -0.057 0.045 0.3975
O 3.5967 11.8165 -4.1478 -0.3075 0.0183 0.0725
O 7.5044 7.7514 -1.2382 0.4787 0.1606 0.3798
O 10.5182 5.3944 -1.7823 -0.1694 0.4125 0.9124
O -2.5599 5.4339 12.0084 0.0271 0.0085 -0.0077
O 0.6648 2.7453 14.1223 0.0483 0.0336 -0.2204
O 7.4529 0.0334 14.591 -0.2803 -0.0117 0.0702
O 4.1579 4.0132 11.327 -0.0517 0.2182 -0.7216
O -3.306 6.7076 14.1586 -0.113 -0.0355 -0.4683
O -2.2898 2.8383 12.2113 -0.0651 0.2682 -0.5706
O 1.0784 6.5725 11.0212 0.2152 0.0397 -0.389
O 2.5289 7.6083 12.6429 0.023 0.1728 -1.0924
O 5.7453 -0.7357 12.5259 -0.089 0.3818 -1.0967
O 6.7641 1.3506 11.3497 0.1754 -0.0698 -0.5291
O 12.4238 3.6533 18.6216 -0.0816 -0.1666 0.4693
O 14.4207 3.05 14.7719 0.0388 -0.0787 -0.046
O 9.4191 12.138 16.126 -0.0007 -0.3068 0.2859
O 9.6182 9.5702 11.4383 -0.193 -0.081 -0.8007
O 7.6522 7.9514 11.9403 0.1281 -0.0886 -0.2838
O 0.0941 -2.6616 18.1082 0.191 0.2422 0.2343
O 1.0277 1.2472 16.736 0.0369 -0.3057 0.372
O -5.4971 9.3062 15.0943 0.1315 0.0616 0.0345
O 3.8091 5.189 16.2479 -0.1961 0.1496 -0.2339
O 5.0552 11.8557 14.3082 -0.1037 -0.1352 0.0198
O 2.4111 11.6924 13.9868 -0.1602 0.2573 -0.1506
O 16.7028 -4.8663 12.1237 0.1229 -0.1816 -0.532
O 11.181 0.643 12.3661 -0.0323 -0.1667 -0.6769
O 6.6364 7.3621 16.4269 0.0478 0.1649 -0.0889
O -0.3509 9.8514 16.2089 -0.071 0.1112 0.5666
O 10.6047 15.2561 11.5647 -0.2425 0.301 -0.2652
O 12.7421 6.0912 17.5564 -0.1161 -0.1013 0.0375
O 7.5825 2.6591 15.1383 -0.1484 -0.1501 0.3862
O 3.6715 -5.3908 13.6683 -0.2607 0.0823 0.1481
O 2.1453 2.4733 11.9568 0.125 0.01 -0.2927
O 2.3279 -3.6544 15.2037 0.0888 -0.3634 -0.0301
O 1.1084 5.4107 13.8898 0.0115 -0.1482 0.0678
O 1.0445 9.749 20.0571 -0.2113 0.2126 -0.2092
O 5.8164 4.4416 14.7822 -0.1409 -0.0375 0.1629
O 7.8933 5.0962 16.2639 -0.2036 0.0875 -0.2199
O 2.1361 -0.9141 17.619 -0.208 -0.1067 0.3667
O 9.6346 4.4384 14.0937 0.0519 0.006 -0.5253
O 7.0187 11.8002 17.0594 0.0457 0.2754 0.1032
O 6.1022 3.3462 17.2389 0.2077 -0.4557 0.1725
O 9.3085 7.3596 16.1286 -0.1268 0.1975 0.2101
O 7.1273 10.3253 19.7873 -0.3485 -0.0403 -0.0126

Results
free energy: -36834.122 eV
free energy less fixed offsets of O -463.61, Si -117.95 eV per atom: -20.562 eV
pressure: -1.19 GPa
stress xx, yy, zz, yz, xz, xy (GPa, positive in tension): -0.1, 0.74, 2.93, -0.58, 0.99, 0.6
